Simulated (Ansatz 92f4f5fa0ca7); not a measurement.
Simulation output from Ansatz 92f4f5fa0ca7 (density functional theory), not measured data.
Periodic cell of 220 atoms, Si132O88, from a study of silicon, its oxide and their interface. The atomic structure is a simulated model.
Doubt: the cutoff is far below the 930 eV that the study's wrapper takes by default for these files, so forces and energies are approximate.
This geometry differs little from another in the collection (a relaxation step or a small displacement).

Settings: functional PBE; potential files Ansatz PAW; basis plane waves; wave-function cutoff 580 eV; density cutoff ratio 5; exchange-correlation grid ratio 1; k mesh 1 x 1 x 1, Gamma-centred; self-consistency stop 5e-08 eV per atom in the density residual; occupations fixed; spin none; net charge 0.

Cell vectors (angstrom)
a	10.938	0	0
b	0	10.938	0
c	0	0	32.588

Atoms: element, x, y, z (angstrom)
Si	0.1082	-0.2742	25.1738
Si	5.704	-0.0952	25.113
Si	2.3966	2.81	25.3209
Si	8.1877	2.9594	25.1061
Si	0.3847	5.2361	24.8565
Si	5.8472	5.1346	25.241
Si	2.4762	8.5504	25.1511
Si	7.8547	8.4849	25.0166
Si	1.1844	1.3234	26.5864
Si	6.9723	1.3766	26.4256
Si	4.1302	4.0101	26.4443
Si	9.6777	4.2314	26.3491
Si	1.4007	6.8328	26.3504
Si	6.8379	6.8713	26.4446
Si	4.092	9.685	26.4249
Si	9.5063	9.4701	26.4396
Si	2.7106	0.0353	27.838
Si	8.2428	-0.0253	27.817
Si	-0.0818	2.8009	27.8431
Si	5.5139	2.6782	27.8081
Si	2.7665	5.4594	27.7671
Si	8.242	5.5064	27.7788
Si	-0.0057	8.1368	27.7789
Si	5.4239	8.2323	27.7878
Si	4.1018	1.3673	29.1697
Si	9.5708	1.3673	29.1697
Si	1.3673	4.1018	29.1697
Si	6.8362	4.1018	29.1697
Si	4.1018	6.8362	29.1697
Si	9.5708	6.8362	29.1697
Si	1.3673	9.5708	29.1697
Si	6.8362	9.5708	29.1697
Si	0	0	30.537
Si	5.469	0	30.537
Si	2.7345	2.7345	30.537
Si	8.2035	2.7345	30.537
Si	0	5.469	30.537
Si	5.469	5.469	30.537
Si	2.7345	8.2035	30.537
Si	8.2035	8.2035	30.537
Si	1.3673	1.3673	31.9042
Si	6.8362	1.3673	31.9042
Si	4.1018	4.1018	31.9042
Si	9.5708	4.1018	31.9042
Si	1.3673	6.8362	31.9042
Si	6.8362	6.8362	31.9042
Si	4.1018	9.5708	31.9042
Si	9.5708	9.5708	31.9042
Si	2.7345	0	0.6835
Si	8.2035	0	0.6835
Si	0	2.7345	0.6835
Si	5.469	2.7345	0.6835
Si	2.7345	5.469	0.6835
Si	8.2035	5.469	0.6835
Si	0	8.2035	0.6835
Si	5.469	8.2035	0.6835
Si	4.1018	1.3673	2.0507
Si	9.5708	1.3673	2.0507
Si	1.3673	4.1018	2.0507
Si	6.8362	4.1018	2.0507
Si	4.1018	6.8362	2.0507
Si	9.5708	6.8362	2.0507
Si	1.3673	9.5708	2.0507
Si	6.8362	9.5708	2.0507
Si	0	0	3.418
Si	5.469	0	3.418
Si	2.7345	2.7345	3.418
Si	8.2035	2.7345	3.418
Si	0	5.469	3.418
Si	5.469	5.469	3.418
Si	2.7345	8.2035	3.418
Si	8.2035	8.2035	3.418
Si	1.3403	1.3826	4.7474
Si	6.8457	1.3619	4.823
Si	4.1029	4.0961	4.745
Si	9.5727	4.0965	4.8118
Si	1.3606	6.849	4.818
Si	6.8478	6.8245	4.722
Si	4.0905	9.5788	4.7977
Si	9.5769	9.5816	4.7883
Si	2.6796	0.0305	6.122
Si	8.2296	-0.0061	6.2108
Si	0.0071	2.715	6.1789
Si	5.4607	2.7681	6.147
Si	2.7353	5.4275	6.1293
Si	8.188	5.4957	6.1293
Si	0.0104	8.2523	6.2048
Si	5.4992	8.1707	6.0827
Si	3.8006	1.6485	7.3875
Si	9.8385	1.1376	7.5512
Si	1.5837	3.8735	7.5
Si	6.6137	4.3606	7.4646
Si	4.3778	6.5573	7.3657
Si	9.311	7.0931	7.4451
Si	1.1632	9.8538	7.5576
Si	7.0561	9.2854	7.441
O	6.6967	9.6065	24.6347
O	1.4617	4.001	24.674
O	1.31	9.6353	24.6794
O	6.9904	4.0383	24.7575
O	8.185	8.1924	7.9725
O	2.7184	2.7609	7.978
O	0.0206	0.0167	8.0614
O	5.4809	5.4693	7.955
O	6.2717	9.8524	8.7732
O	4.415	0.8635	8.6804
O	7.3234	3.752	8.8237
O	9.2358	1.8773	8.904
O	9.9376	6.3804	8.7851
O	1.9207	9.2666	8.9129
O	3.6804	7.283	8.6437
O	0.9017	4.5032	8.8706
O	8.9305	2.4963	23.6832
O	10.2457	0.2233	23.8225
O	3.1601	7.93	23.7982
O	8.4532	7.9709	23.5697
O	5.3663	5.7726	23.8004
O	6.03	-1.0741	21.132
O	10.996	5.6706	23.2848
O	2.755	1.7427	24.1087
Si	11.1331	6.3662	21.7917
Si	0.5688	5.3969	18.8554
Si	8.1034	14.3485	12.7169
Si	1.2957	7.2832	14.1429
Si	10.2226	5.519	12.6652
Si	2.5697	7.9353	9.6168
Si	5.6613	8.2788	20.8149
Si	4.0663	12.6801	23.1505
Si	13.8623	2.0823	20.4015
Si	6.764	1.5993	18.9966
Si	3.0123	7.2326	22.338
Si	4.5513	-2.309	18.0475
Si	-5.1219	-10.9363	16.4808
Si	-2.4113	6.9473	14.4917
Si	9.2898	1.1211	22.8611
Si	5.6363	0.2151	9.5172
Si	4.2557	4.151	15.5081
Si	-6.2731	4.853	22.6594
Si	6.5584	4.0929	17.5692
Si	13.5449	-4.4848	16.885
Si	5.9548	5.7271	13.426
Si	2.3216	-0.24	18.7676
Si	-1.7266	5.208	16.9532
Si	7.521	10.5552	21.133
Si	7.9105	2.4754	9.6558
Si	7.7312	11.4541	14.0067
Si	-0.1125	13.7304	17.6377
Si	5.1569	14.7937	20.0712
Si	-2.5303	7.915	21.9274
Si	0.1912	1.24	20.2038
Si	5.0917	10.6827	12.5272
Si	0.2318	5.7735	9.6534
Si	3.5387	1.2456	14.612
Si	11.9851	0.4066	16.0352
Si	3.9708	7.8708	12.4556
Si	-0.9313	-1.4235	14.5563
O	-1.8053	6.7156	12.9762
O	8.2628	2.9199	11.1715
O	-9.3477	-3.8919	15.7383
O	-1.4201	4.1197	13.152
O	3.2106	-5.9379	16.4269
O	3.8473	7.4566	17.1725
O	-0.2332	-0.549	15.7386
O	3.1072	1.173	19.0561
O	9.6738	7.0158	21.4694
O	5.4812	9.4102	16.9423
O	5.1467	0.6955	23.7657
O	11.4003	5.4002	20.4862
O	3.5524	14.5028	20.1585
O	5.6127	3.6741	16.3083
O	-6.4229	0.547	15.6952
O	-14.9483	6.6341	14.4014
O	4.2038	-3.0476	21.4386
O	8.639	9.3582	21.1752
O	-0.8466	-5.0461	18.1545
O	-9.0867	-0.3375	17.2261
O	0.6317	5.9243	13.4967
O	1.4646	18.3644	21.8158
O	0.6014	1.8967	16.4975
O	-3.7827	11.1523	15.5371
O	5.8717	2.3769	20.1339
O	5.15	6.7118	12.3702
O	3.405	9.4831	18.8913
O	3.2329	5.5989	22.3896
O	6.7951	1.3129	9.7388
O	4.7393	16.0262	14.2833
O	-0.5897	12.7491	18.87
O	7.8862	2.1343	13.7311
O	-6.3137	9.2275	13.0807
O	0.2976	-2.3406	13.9068
O	16.8439	0.7909	17.8971
O	-1.5875	-4.9666	15.5233
O	12.7196	6.3328	18.2964
O	5.5761	4.8163	21.3098
O	-4.2916	10.898	12.9365
O	0.8942	14.8231	18.3164
O	9.679	3.6417	16.8404
O	10.0671	12.1474	21.4282
O	12.9754	0.602	14.7475
O	-2.1079	8.4658	15.0161
O	7.6119	5.2772	17.2586
O	7.8175	0.4981	22.4833
O	10.5597	5.3306	11.088
O	7.7143	11.4858	19.7954
O	-1.7806	-0.2713	13.7179
O	4.9921	10.696	10.9189
O	16.4918	-2.8987	19.2006
O	18.3767	2.8231	18.1422
O	6.8574	4.5022	12.7852
O	0.9899	10.7658	19.7776
O	6.9224	7.4015	21.4248
O	4.5641	3.3041	23.1646
O	1.3636	6.8982	9.9257
O	3.3451	8.2472	11.0011
O	12.2826	13.2134	20.7248
O	5.5414	4.6432	18.7172
O	14.4279	13.7845	14.9066
O	4.1259	0.9292	13.1219
O	2.7391	7.4613	13.4286
O	3.6537	12.2415	21.6464

Results
free energy: -133964.391 eV
free energy less fixed offsets of O -568.88, Si -635.61 eV per atom: -2.431 eV

Forces (eV/angstrom), in the order of the atoms: element, x, y, z
Si	0.005	0.0058	0.0229
Si	-0.05	0.0338	0.02
Si	0.0389	-0.0327	0.0738
Si	-0.023	0.0041	-0.0137
Si	0.0361	0.0235	0.0557
Si	-0.0152	0.0117	0.1051
Si	0.0058	-0.0111	0.0206
Si	0.0337	-0.0657	0.1215
Si	0.0067	0.0167	-0.0072
Si	-0.0252	0.015	0.017
Si	0.011	-0.0063	-0.0339
Si	-0.0096	0.002	0.0136
Si	-0.0193	-0.0031	-0.0232
Si	-0.0042	-0.0139	-0.0461
Si	-0.0083	0.008	-0.0028
Si	-0.0139	-0.0043	-0.0329
Si	0.0026	0.0086	0.0117
Si	0.0247	0.0059	0.0238
Si	-0.0106	-0.0336	0.0218
Si	-0.0126	-0.0122	0.0005
Si	0.0209	0.0068	0.0266
Si	-0.0009	0.0222	0.0129
Si	0.0031	-0.0108	0.0262
Si	0.0058	-0.0183	0.0045
Si	0.1152	0.0016	0.2439
Si	-0.2521	0.1384	0.3199
Si	0.1162	0.1546	-0.0753
Si	0.2281	0.0549	-0.2639
Si	-0.0963	0.0427	-0.0631
Si	0.1029	-0.0866	0.2801
Si	-0.1047	-0.2888	-0.1444
Si	-0.1126	-0.0098	-0.0661
Si	0.0293	0.0463	-0.0307
Si	-0.0495	-0.018	0.0096
Si	0.077	0.0546	-0.0329
Si	-0.0385	-0.1021	0.0454
Si	0.0064	0.0551	0.019
Si	0.0223	0.0435	-0.0589
Si	-0.0476	-0.063	-0.0006
Si	0.004	-0.0206	-0.0314
Si	0.037	-0.0276	-0.0124
Si	-0.0477	0.0505	-0.0206
Si	-0.026	-0.0101	-0.0061
Si	0.0374	-0.0259	-0.0389
Si	-0.0015	-0.0065	-0.0207
Si	0.015	0.004	-0.0118
Si	0.0266	0.0045	-0.0342
Si	-0.0468	0.0163	-0.0184
Si	0.0362	-0.0221	0.0224
Si	-0.0221	0.0555	0.0056
Si	-0.0492	0.0198	0.0225
Si	0.0271	-0.0476	0.0162
Si	-0.0143	0.0532	0.0143
Si	0.013	-0.0147	0.0181
Si	0.0475	-0.0342	0.0075
Si	-0.0469	0.0003	0.0221
Si	-0.0407	0.0479	0.0073
Si	0.0138	-0.0701	0.0022
Si	0.0777	-0.0143	0.0076
Si	-0.064	0.0029	0.006
Si	0.0328	-0.0432	0.0106
Si	-0.0169	0.0618	0.0021
Si	-0.0329	0.0186	0.0168
Si	0.0435	-0.0109	0.0132
Si	-0.1486	0.0065	-0.2469
Si	0.0347	0.0482	0.2033
Si	-0.0201	-0.0722	-0.2951
Si	0.0078	-0.0401	0.2097
Si	-0.0056	0.041	0.2379
Si	-0.0671	-0.0485	-0.4078
Si	-0.0422	-0.0095	0.14
Si	0.1981	0.1127	-0.211
Si	0.0037	-0.0073	-0.0052
Si	0.0007	-0.0017	0.0059
Si	-0.0081	0.0009	-0.0045
Si	-0.0005	-0.0015	0.0005
Si	-0.0054	0.0035	0.0078
Si	-0.0045	0.0101	-0.004
Si	-0.0049	0.0035	0.0055
Si	0.0034	-0.0004	-0.0034
Si	0.0213	-0.0099	-0.0019
Si	-0.005	0.0177	-0.0034
Si	-0.0219	0.0137	0
Si	0.0014	-0.0222	-0.002
Si	0.004	0.0212	0.0015
Si	0.027	-0.0091	-0.0007
Si	0.0105	-0.0175	-0.0029
Si	-0.0193	-0.0007	0.004
Si	0.0307	-0.0155	-0.0593
Si	-0.0288	0.0141	-0.0277
Si	-0.0187	0.0219	-0.0217
Si	0.0149	-0.021	-0.0077
Si	-0.0382	0.024	-0.1407
Si	0.0242	-0.0128	-0.0383
Si	-0.0014	-0.0198	-0.0308
Si	-0.0104	0.0225	-0.0262
O	0.0147	0.01	-0.0407
O	-0.033	0.0482	-0.0264
O	-0.0029	-0.0018	-0.022
O	0.0217	-0.0057	-0.0169
O	-0.0032	0.0003	0.0332
O	-0.0134	0.013	0.0333
O	0.0157	-0.0088	0.0273
O	0.0405	-0.0412	0.0454
O	-0.0089	0.0015	0.0099
O	0.0129	-0.0162	0.0343
O	0.0047	-0.0025	0.0046
O	-0.0097	0.0112	0.015
O	0.0049	-0.0087	0.0188
O	0.0106	-0.0037	0.011
O	-0.0048	0.0213	0.0747
O	-0.0113	0.0091	0.0156
O	0.0135	-0.0087	-0.0116
O	-0.008	0.0001	0.0005
O	0.004	-0.0101	-0.0231
O	0.0139	-0.0128	-0.0688
O	-0.0043	0.0071	-0.0412
O	0.0017	-0.0046	0.0091
O	-0.0134	0.0185	-0.0673
O	0.0057	-0.0232	-0.0427
Si	-0.0076	-0.0136	-0.0119
Si	0.0008	-0.0025	0.0054
Si	0.0062	-0.006	-0.0046
Si	0.0009	-0.0058	0.0061
Si	0.0071	-0.0088	-0.0035
Si	-0.0404	0.0024	0.0236
Si	-0.0085	-0.0074	-0.0129
Si	0.0013	0.0211	0.0044
Si	0.0086	-0.0044	0.0024
Si	0.0011	-0.0011	-0.0003
Si	-0.0033	0.0036	0.0037
Si	-0.0022	-0.0022	0.0053
Si	0.0025	0.0009	0.0042
Si	0.0034	-0.0024	0.0111
Si	0.0078	0.0096	-0.0061
Si	0.0072	0.0063	0.0156
Si	-0.0018	-0.0002	0.0085
Si	-0.0029	-0.0172	0.0042
Si	-0.0008	0.0024	0.0013
Si	-0.0024	-0.0018	0.0057
Si	0.0023	-0.0055	0.0124
Si	0.001	0.0009	0.0012
Si	0.0031	-0.0005	0.0012
Si	0.0017	0.0048	-0.0069
Si	0.0064	-0.0025	0.0126
Si	0.0024	0.0066	0.0059
Si	-0.0019	0.0038	0.0041
Si	-0.0036	0.0087	0.0008
Si	0.0161	-0.0054	0.0026
Si	-0.0141	0.0021	0.0019
Si	-0.0002	0.0011	-0.0036
Si	0.0084	-0.0013	0.0172
Si	-0.0025	0.0022	0.0077
Si	-0.0002	-0.0017	0.0058
Si	-0.0082	0.005	0.0078
Si	0.0022	0.0006	0.0116
O	-0.005	0.0041	-0.0031
O	0.0022	0.0116	0.0147
O	0.003	-0.0015	0.0008
O	-0.0008	0.0006	-0.0002
O	0.0007	0.0009	-0.0028
O	0.0012	0.0022	-0.0004
O	0.0018	0.0003	-0.0022
O	-0.0008	-0.0036	-0.0012
O	-0.0023	0.0003	0.016
O	-0.0004	0.0002	-0.0015
O	-0.0063	0.0039	-0.0051
O	0.0001	-0.0008	-0.0018
O	0.0023	-0.0014	0.0064
O	0.0017	-0.0022	-0.0019
O	0.0028	-0.0016	0.0001
O	-0.0006	-0.0003	-0.0052
O	0.0155	0.0063	0.0066
O	-0.0027	0.0059	0.0037
O	-0.0004	0.0002	-0.0003
O	-0.0004	0.0005	-0.0017
O	0.0016	0.0038	-0.0027
O	-0.0034	0.0053	0.01
O	0.0023	-0.0038	-0.0022
O	-0.006	-0.0008	0.0025
O	0.003	-0.0058	0.0076
O	0.0077	-0.0076	-0.0098
O	0.0036	-0.0026	-0.0006
O	0.0005	0.006	0.0119
O	-0.008	-0.0044	-0.0127
O	-0.0002	-0.0012	-0.0041
O	0.0001	-0.0008	-0.0011
O	-0.0021	-0.0086	-0.0012
O	0.0004	-0.0039	-0.0015
O	-0.0022	0.004	-0.005
O	0.0012	-0.0015	-0.003
O	-0.0001	0.0002	0.0002
O	0.0025	0.0009	-0.0007
O	0.0097	-0.0046	-0.0117
O	0.0067	0.0004	-0.0021
O	0.0008	-0.0019	-0.0011
O	-0.0004	0.0009	-0.0018
O	0.0166	-0.0008	-0.0119
O	-0.0006	-0.0015	-0.0032
O	-0.0005	-0.0005	-0.0046
O	-0.0006	-0.0009	0.0004
O	-0.0058	-0.0042	0.0078
O	-0.0077	-0.0029	0.0104
O	-0.0019	0.0032	0.0003
O	0.0029	-0.0043	-0.0068
O	-0.0078	-0.007	0.009
O	-0.0008	0.0023	-0.0009
O	0.0025	-0.0008	-0.0004
O	-0.0054	0.0061	-0.0053
O	0.0044	-0.0024	0.0056
O	-0.0054	-0.0003	0.0096
O	-0.0012	0.0117	0.0027
O	0.0056	0.0022	-0.0166
O	0.0198	0.0066	0.0186
O	-0.0001	-0.0007	0.0098
O	0.0008	-0.0021	-0.0017
O	0.001	-0.002	-0.005
O	-0.0027	0.0035	-0.0036
O	-0.0019	0	-0.0031
O	-0.0123	-0.0025	-0.0117

The program warned: the cutoff lies below the one the program advises for these potential files; the forces do not sum to zero within the program's tolerance; the exchange-correlation potential is rough where the density is thin.
